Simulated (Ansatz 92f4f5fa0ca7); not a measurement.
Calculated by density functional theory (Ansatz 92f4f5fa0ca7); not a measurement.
Periodic cell of 220 atoms, Si132O88, from a study of silicon, its oxide and their interface. The atomic structure is a simulated model.
This geometry differs little from another in the collection (a relaxation step or a small displacement).

Settings: functional r2SCAN; potential files Ansatz PAW; basis plane waves; wave-function cutoff 800 eV; density cutoff ratio 5; exchange-correlation grid ratio 1; k mesh 1 x 1 x 1, shifted by 0.5 0.5 0 of a step; self-consistency stop 1e-10 eV per atom in the density residual; occupations fixed; spin none; net charge 0.

Cell vectors (angstrom)
a	10.88	0	0
b	0	10.88	0
c	0	0	31.5335

Atoms and the computed forces on them: element, x, y, z (angstrom), force x, y, z (eV/angstrom)
Si	0.2462	0.0396	-0.5646	-0.0038	0.0035	-0.0016
Si	2.1861	3.1554	-0.047	-0.002	-0.0038	0.002
Si	-0.128	5.2732	0.2028	0.0008	0.0003	0.0025
Si	2.5625	8.7191	-0.5079	0.0021	-0.0016	-0.0032
Si	5.3595	0.1866	0.2227	-0.0103	-0.0093	0.0064
Si	7.7691	2.808	-0.1648	-0.001	0.0027	0.0016
Si	5.571	5.0982	-0.1761	-0.0003	-0.0017	0.0028
Si	8.5087	7.4554	-0.1353	0.0058	-0.0031	0.005
Si	1.1946	1.4108	1.1416	-0.0004	0.0031	0.001
Si	3.9303	4.135	1.2095	0.002	0.0006	0.0014
Si	1.2351	6.6947	1.3906	0.0027	-0.0025	0.004
Si	3.9239	9.578	1.2324	0.0032	-0.0006	0.0002
Si	6.7608	1.4503	1.4575	0.0032	0.0063	-0.0007
Si	9.2942	3.8993	1.2878	-0.0013	0.0001	0.0012
Si	6.7439	6.616	1.1671	-0.0022	-0.0009	0.0007
Si	9.2783	9.2574	1.2552	-0.0058	0.0037	0.0022
Si	-0.169	2.6066	2.6175	-0.0002	-0.0005	-0.0023
Si	2.593	0.0793	2.5683	0.0001	-0.0007	-0.0009
Si	-0.0345	8.1967	2.6488	0.0003	-0.001	-0.0018
Si	2.688	5.4489	2.696	0.0012	-0.0001	0.0005
Si	5.3055	2.8076	2.6644	0.0001	-0.0001	-0.0025
Si	8.0679	-0.1099	2.6498	-0.0018	-0.0005	0.0016
Si	5.3625	8.11	2.4661	0.0012	-0.0007	-0.0004
Si	8.0578	5.3663	2.6505	0.0009	0.0027	-0.0038
Si	1.2617	4.0247	3.9326	0.0008	0.0005	-0.0003
Si	3.9924	1.3734	3.9675	0.0008	-0.0003	-0.0005
Si	1.3137	9.5738	3.985	-0.0005	0.0024	0.0014
Si	4.0693	6.8197	3.9732	-0.001	0.001	0.0001
Si	6.7079	4.0924	4.0452	0.0004	-0.0001	-0.0021
Si	9.4385	1.2562	4.0148	-0.0001	0.0003	-0.0006
Si	6.6671	9.4569	3.9423	-0.0001	0.0006	-0.0012
Si	9.4624	6.7748	3.9427	-0.0005	-0.0002	-0.0005
Si	-0.0198	0.0093	5.3844	0.0002	0.0005	0.0004
Si	2.657	2.734	5.3277	-0.0003	0.0013	-0.0001
Si	-0.0438	5.4309	5.3055	0	0.0007	0.0002
Si	2.7093	8.2001	5.3112	0	-0.0007	0.0005
Si	5.3751	-0.0092	5.3097	0.0001	0.0002	0.0004
Si	8.1019	2.6909	5.3328	0.0003	0.0007	-0.0007
Si	5.4025	5.4837	5.3754	-0.001	-0.0003	-0.0008
Si	8.1083	8.1527	5.2909	0.0007	0.0018	0
Si	1.3576	1.3787	6.7208	0.0005	-0.0002	-0.0001
Si	4.042	4.0902	6.6824	-0.0007	0.0012	0.0003
Si	1.352	6.8002	6.6476	0.0005	0.0016	-0.0003
Si	4.052	9.5387	6.7075	0.0002	0.0013	-0.0001
Si	6.7638	1.3379	6.6855	-0.0008	0.0003	0.0001
Si	9.4928	4.069	6.6763	0.0004	0.001	0.0002
Si	6.7819	6.8322	6.6953	-0.0002	-0.0004	0
Si	9.4903	9.5021	6.6655	-0.0016	0.0007	-0.0003
Si	0.0158	2.7545	8.055	0.001	0.0002	-0.0009
Si	2.7507	0.0488	8.079	0.0004	0.0002	0.0005
Si	0.0319	8.1966	8.008	0.0011	-0.0005	-0.0004
Si	2.7141	5.4569	8.0425	0.0002	0.0005	-0.0009
Si	5.4175	2.7243	8.0342	0.0006	0.0007	-0.0002
Si	8.1757	0.0061	8.029	0.0001	0.0007	-0.0008
Si	5.4355	8.1874	8.0548	0.0009	-0.0004	-0.0005
Si	8.1533	5.4741	8.0129	-0.0003	0.0003	-0.0003
Si	1.4043	4.0869	9.434	-0.0002	0.0016	0.0014
Si	4.1202	1.3845	9.4783	-0.0007	-0.0004	0.0007
Si	1.4058	9.5576	9.4007	0.0003	-0.001	0.0006
Si	4.076	6.8169	9.4039	0	0.0007	0.0001
Si	6.7941	4.1084	9.3454	-0.0007	0.001	0.0004
Si	9.5863	1.3446	9.3839	-0.0004	0.0006	-0.0002
Si	6.8048	9.5601	9.384	0.0003	0.0018	-0.0004
Si	9.553	6.8385	9.329	0.0005	0.0015	0.0005
Si	0.1219	0.052	10.8071	-0.0027	0.0009	-0.0001
Si	2.7572	2.7228	10.8724	-0.0013	0.0001	-0.0001
Si	0.0525	5.5315	10.6863	0.0015	-0.0006	-0.0017
Si	2.7865	8.2349	10.7711	0.0023	-0.0003	0.0008
Si	5.5271	0.028	10.8245	0.0016	-0.001	-0.0014
Si	8.2195	2.764	10.6233	0.0011	0.0003	-0.0015
Si	5.4297	5.4332	10.7441	0.0007	0.0019	0.0004
Si	8.2289	8.2356	10.6669	-0.0003	-0.0003	-0.0016
Si	1.4771	1.3347	12.3316	0.0022	0.0053	-0.0004
Si	4.121	4.0957	12.2245	0.0027	0.0037	0.005
Si	1.3549	6.9265	12.0749	-0.0012	0.0027	0.0008
Si	4.1719	9.5311	12.2083	-0.0023	0.0009	-0.0015
Si	6.9558	1.4623	12.0659	-0.0015	-0.0022	0.0006
Si	9.6175	4.0885	11.9355	-0.0025	0.0038	-0.0017
Si	6.8673	6.8421	11.9354	0	-0.0009	-0.0005
Si	9.5778	9.5941	12.0646	-0.0014	-0.0009	-0.0008
Si	0.0819	2.8893	13.4367	0.001	-0.0097	-0.0051
Si	2.9284	-0.0228	13.7627	-0.0028	-0.0025	-0.0052
Si	-0.0989	8.1864	13.4709	0.0075	-0.0065	0.0043
Si	2.654	5.5422	13.414	-0.0052	-0.0089	-0.0059
Si	5.5761	2.6848	13.499	-0.0035	0.0013	-0.0005
Si	8.3573	0.1596	13.437	-0.0029	0.0032	-0.002
Si	5.7364	8.2168	13.4168	0.0112	-0.0018	-0.0041
Si	8.193	5.4191	13.1742	-0.0018	-0.0025	0.0008
Si	1.0747	4.5098	14.7714	-0.0011	0.0084	0.0053
Si	4.7078	1.0044	14.9182	-0.006	-0.0037	0.0024
Si	1.9604	9.4255	15.4075	0.0074	-0.0027	0.0019
Si	3.6425	6.7774	15.048	0.0135	0.0042	0.0092
Si	7.1075	4.0158	14.6288	-0.0105	0.0168	0.0026
Si	9.6223	2.2523	15.2124	-0.0053	0.0021	0.0038
Si	6.9703	9.7534	14.6546	-0.0038	-0.0023	0.0066
Si	9.5984	6.5494	14.5817	-0.0004	0.0077	-0.0001
Si	-1.7818	-3.6706	19.0366	-0.0049	-0.0004	-0.0055
Si	-2.4018	7.6791	16.2697	-0.0017	-0.0001	-0.0039
Si	6.507	6.7601	18.282	0.0001	-0.0008	-0.0039
Si	0.4245	3.1217	20.3378	-0.0006	-0.001	-0.0006
Si	5.0473	2.6221	17.428	0.0032	-0.0004	-0.0004
Si	3.1807	0.1383	20.8668	0.0007	0.002	-0.0042
Si	10.2123	1.094	19.8258	0	-0.0016	-0.0012
Si	-6.8637	12.3735	24.9292	-0.0016	0	-0.004
Si	5.7584	-0.8516	22.1099	0.001	0.0004	-0.0089
Si	-1.336	5.5378	21.3687	0.0011	-0.0001	-0.0064
Si	-0.5948	6.5589	24.2305	0.0007	-0.0004	-0.0057
Si	1.7025	0.1873	18.1456	0.0021	-0.004	-0.0044
Si	5.0401	2.4279	20.366	-0.0008	-0.0016	-0.0074
Si	0.9175	13.812	17.3198	0.0006	0.0023	-0.0009
Si	5.0824	4.8205	16.7999	0.0082	-0.0004	-0.0003
Si	-4.1248	4.2375	22.1451	0.0013	-0.0007	-0.0072
Si	11.2163	0.1332	22.3477	0.0026	0.0024	-0.0041
Si	-6.647	17.3671	25.7388	-0.0018	0.0004	-0.0039
Si	7.2156	12.0407	18.8207	-0.0029	-0.0017	-0.0049
Si	7.084	9.2401	19.5099	-0.0008	-0.001	-0.0043
Si	-9.2494	13.4901	23.0632	-0.0008	-0.0021	-0.0029
Si	-4.6734	5.8461	24.6581	-0.0002	0.0008	-0.0023
Si	9.7048	9.5076	24.4751	0.0009	-0.0031	-0.0064
Si	6.7714	1.7009	23.7921	-0.0014	-0.0006	-0.0061
Si	7.3382	15.172	27.0146	-0.0018	0.0001	-0.0038
Si	1.5993	5.0436	25.0473	-0.0017	-0.0007	-0.005
Si	-4.0666	8.7101	24.3993	0.002	0.003	-0.0057
Si	4.1254	9.44	28.7393	-0.003	-0.0002	-0.0054
Si	4.3708	9.4005	25.7131	0.0025	0.0003	-0.0068
Si	-1.7169	12.1314	25.8716	0.0032	-0.0001	-0.0082
Si	7.0605	-1.4221	29.7197	0.0015	0.0025	-0.0009
Si	4.1243	12.1398	30.0378	0.0046	0.0038	-0.0052
Si	5.1214	5.5024	28.3863	0.0018	-0.003	-0.0042
Si	10.0316	4.1211	25.9914	0.0018	0.0022	-0.0034
Si	9.002	11.8295	29.0423	-0.0034	-0.0019	-0.0059
Si	4.991	2.673	27.5707	-0.0003	-0.0008	-0.006
O	-1.2905	5.2585	-6.6194	0.0001	-0.0003	0.002
O	-0.3467	0.6833	-1.9525	0.002	0.0011	0.0031
O	-1.0914	-0.5677	0.106	0.004	-0.002	-0.0017
O	1.0269	4.261	-0.5458	0.0005	0.0035	-0.0033
O	-7.7631	5.3334	-6.059	0.0017	0.0001	0.003
O	1.2971	9.7063	-0.8328	0.0024	0.0019	0.0007
O	6.2791	11.3547	-8.6698	-0.0005	0.0021	0.0045
O	2.0157	7.3156	0.0723	-0.0046	0.006	-0.0024
O	1.385	3.9967	-7.702	0.0015	0.006	0.0003
O	3.9541	10.7391	-6.6454	0.0001	-0.0013	0.0022
O	8.3567	2.1026	-1.5231	-0.0048	-0.0052	0.0087
O	6.6301	3.9077	-0.6329	0.0057	0.0067	-0.0057
O	4.9786	5.7799	-1.5586	0	0.0014	0.0034
O	9.7064	6.3697	-0.5662	-0.001	0.0003	-0.0021
O	17.3843	10.0412	-0.4198	0.0056	0.0086	-0.0099
O	-0.1345	5.5322	15.2144	0.0011	-0.0059	-0.0025
O	2.9016	12.868	23.8708	-0.0034	-0.0013	0.0042
O	4.3054	1.6295	16.3774	0.0025	0.0005	0.0006
O	1.794	-0.8499	16.9086	0.0038	-0.0034	0.0048
O	-0.9418	7.9774	24.9409	-0.0011	0.0007	0.0005
O	1.5961	3.9006	16.2114	-0.0008	0.0006	0.0002
O	6.5986	2.0799	17.629	-0.0008	0.0041	0.001
O	5.1057	7.2797	14.6053	-0.0061	0.0016	0.0076
O	2.8054	-2.8312	15.6023	-0.0198	-0.0001	-0.0031
O	6.3374	4.8789	15.766	0.0082	0.0037	0.0113
O	9.9873	2.5921	25.4542	-0.0054	-0.0006	-0.0011
O	9.1653	0.7543	14.7801	0.008	0.0026	-0.0011
O	5.7986	10.7126	15.3112	0.007	0.0055	-0.0047
O	8.0733	9.1738	15.7394	0.0015	0.0001	-0.0006
O	0.5283	-1.8294	14.7421	-0.0048	0.0105	-0.0057
O	-0.1221	-1.0906	23.2818	-0.0006	0.0001	0.0063
O	-0.476	2.3666	16.6532	-0.0007	0.0051	-0.0002
O	-3.9034	10.4773	18.4756	0.001	-0.0018	0.0012
O	-1.3084	7.506	17.5028	-0.0007	-0.0019	0.0024
O	1.6645	13.8003	21.4334	0.0026	0.0007	0.003
O	8.2941	3.1711	15.371	-0.0007	-0.0171	-0.0108
O	-2.8908	5.0511	21.4701	-0.0024	0.0005	0.0041
O	7.8357	-4.6972	18.9864	-0.002	0.0014	0.0039
O	5.57	3.7578	21.1226	0.002	0.004	0.0016
O	-3.0666	1.2859	24.9593	-0.0007	-0.0021	0.0044
O	4.3808	2.6983	18.9083	-0.0012	-0.0016	0.0049
O	-0.9816	6.4431	22.6667	0.0071	0.0004	0.0036
O	1.0001	6.428	24.4756	0	0.0025	0.0082
O	-3.5243	13.7981	22.894	0.0002	-0.0009	0.0009
O	10.0259	6.4996	20.1273	-0.0017	-0.0007	0.0017
O	17.7357	-1.1453	20.9962	0.001	0.0019	0.0043
O	6.9967	4.7263	25.5036	0.0024	-0.0007	0.0011
O	11.6463	3.6468	18.7962	-0.0001	0.0002	0.0011
O	5.3929	13.0673	24.4608	0.0005	0.0033	-0.0007
O	-9.0751	10.7934	21.6887	0.001	0.0002	0.0034
O	-0.4894	4.1886	21.1432	-0.0031	0.0031	0.0002
O	6.0226	8.0814	19.0862	-0.0004	0.0036	0.0032
O	3.8359	5.6699	16.217	-0.0032	-0.0014	-0.0058
O	8.7803	1.4042	19.1255	0.0006	0.0011	0.0011
O	14.6649	7.9667	25.1909	0.0002	-0.0002	0.0009
O	2.837	10.7906	19.2878	-0.0018	0.0041	0.0031
O	-4.8703	5.2427	23.1715	-0.0037	0.0003	0.0031
O	-0.8202	0.2638	21.2167	0.0006	-0.0082	0.0006
O	5.4187	5.6028	18.1934	-0.0076	0.0051	-0.0026
O	0.2278	0.1533	18.8257	-0.002	0.0006	0
O	-8.9826	1.675	17.5524	-0.0016	-0.0011	-0.0043
O	3.9033	1.5792	21.1413	-0.0012	-0.0018	0.0034
O	3.9754	1.9817	26.495	0.0011	-0.0001	0.0036
O	2.938	13.2487	30.238	-0.0001	-0.004	-0.0009
O	0.7091	15.3728	26.3132	-0.0008	-0.0058	-0.0031
O	-6.5893	20.8749	21.431	0.0004	-0.0005	-0.0025
O	3.762	20.409	27.1904	0.001	0.001	0.0075
O	4.3814	4.1177	27.9733	-0.0014	0.0024	0.0007
O	-4.5183	12.3942	20.1505	-0.0019	0.0008	0.0038
O	-6.3847	6.6159	27.3736	-0.0012	0.002	0.0041
O	-3.8678	7.2155	16.8143	-0.0008	0.0004	0.0015
O	-2.7336	9.5316	24.0348	0.0007	0.0002	-0.0001
O	-2.2909	-2.2242	19.5393	0.0013	-0.0001	-0.0013
O	8.0819	-0.3768	29.0606	0.0039	-0.0052	-0.006
O	-1.8629	1.3617	27.4823	0.0005	0.0044	0.0096
O	6.7147	5.348	28.0707	-0.0006	0.0022	0.0014
O	-5.1053	8.8095	23.1651	-0.001	-0.003	0.0029
O	0.436	12.3901	23.2057	-0.0032	0.0022	-0.0011
O	5.7363	9.2282	28.8141	0.0011	-0.002	0.0043
O	6.0072	20.1868	25.6877	-0.0005	0.001	0.0006
O	3.5052	10.8042	29.3691	0.0029	0.0025	0.0029
O	3.3458	8.3349	29.6393	-0.0021	-0.001	0.0028
O	5.1482	1.7969	28.9132	-0.0014	0.0038	0.0034
O	-3.7029	7.1577	24.6184	0.001	-0.0015	-0.0008
O	8.9449	4.2208	27.2037	0.0003	0.0003	0.0028
O	6.5482	2.8772	27.1476	-0.0013	0.0015	0.0011
O	-0.9864	10.7029	25.5646	-0.0007	0.0006	0.0036
O	7.8832	-2.7916	30.0125	-0.0039	0.0016	0.0036

Results
free energy: -134615.274 eV
free energy less fixed offsets of O -570.45, Si -639.56 eV per atom: 6.246 eV

The program warned: the cutoff lies below the one the program advises for these potential files; the forces do not sum to zero within the program's tolerance; empty levels may hold ghost states of the PAW files; the exchange-correlation potential is rough where the density is thin.
